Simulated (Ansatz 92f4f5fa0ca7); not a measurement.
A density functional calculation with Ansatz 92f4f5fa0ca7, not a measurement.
Periodic cell of 227 atoms, Si134O92H1, from a study of silicon, its oxide and their interface. The atomic structure is a simulated model.
Doubt: the cutoff is low for norm-conserving oxygen, so forces and energies are approximate.

Settings: functional HSE06; potential files SPMS norm-conserving; basis plane waves; wave-function cutoff 800 eV; density cutoff ratio 4; exchange-correlation grid ratio 1; k mesh 1 x 1 x 1, Gamma-centred; occupations fixed; spin none; net charge +1 e, with a uniform compensating background and no finite-size correction.

Cell vectors (angstrom)
a, 10.938, 0, 0
b, 0, 10.938, 0
c, 0, 0, 32.9883

Atoms: element, x, y, z (angstrom)
Si, -0.1685, 0.187, 25.4626
Si, 5.8363, -0.3154, 25.5453
Si, 2.5306, 2.9724, 25.5997
Si, 8.5685, 2.4366, 25.6379
Si, 0.258, 5.0997, 25.7209
Si, 5.2182, 5.6758, 25.4601
Si, 2.9682, 7.9257, 25.3208
Si, 8.0772, 8.3907, 25.3821
Si, 1.4064, 1.3139, 26.8368
Si, 6.9136, 1.2982, 26.8731
Si, 4.1126, 4.1373, 26.8754
Si, 9.6509, 3.9759, 27.0335
Si, 1.4336, 6.8231, 26.7936
Si, 6.8764, 6.8157, 26.7337
Si, 4.1455, 9.4768, 26.7441
Si, 9.6062, 9.5427, 26.7841
Si, 2.7944, -0.0638, 28.1589
Si, 8.2611, -0.0527, 28.2324
Si, 0.0885, 2.6298, 28.3017
Si, 5.4979, 2.7126, 28.1802
Si, 2.7463, 5.4794, 28.2367
Si, 8.2115, 5.4507, 28.1866
Si, 0.0317, 8.1802, 28.1613
Si, 5.507, 8.1565, 28.1777
Si, 4.1018, 1.3673, 29.57
Si, 9.5708, 1.3673, 29.57
Si, 1.3673, 4.1018, 29.57
Si, 6.8362, 4.1018, 29.57
Si, 4.1018, 6.8362, 29.57
Si, 9.5708, 6.8362, 29.57
Si, 1.3673, 9.5708, 29.57
Si, 6.8362, 9.5708, 29.57
Si, 0, 0, 30.9373
Si, 5.469, 0, 30.9373
Si, 2.7345, 2.7345, 30.9373
Si, 8.2035, 2.7345, 30.9373
Si, 0, 5.469, 30.9373
Si, 5.469, 5.469, 30.9373
Si, 2.7345, 8.2035, 30.9373
Si, 8.2035, 8.2035, 30.9373
Si, 1.3673, 1.3673, 32.3045
Si, 6.8362, 1.3673, 32.3045
Si, 4.1018, 4.1018, 32.3045
Si, 9.5708, 4.1018, 32.3045
Si, 1.3673, 6.8362, 32.3045
Si, 6.8362, 6.8362, 32.3045
Si, 4.1018, 9.5708, 32.3045
Si, 9.5708, 9.5708, 32.3045
Si, 2.7345, 0, 0.6835
Si, 8.2035, 0, 0.6835
Si, 0, 2.7345, 0.6835
Si, 5.469, 2.7345, 0.6835
Si, 2.7345, 5.469, 0.6835
Si, 8.2035, 5.469, 0.6835
Si, 0, 8.2035, 0.6835
Si, 5.469, 8.2035, 0.6835
Si, 4.1018, 1.3673, 2.0507
Si, 9.5708, 1.3673, 2.0507
Si, 1.3673, 4.1018, 2.0507
Si, 6.8362, 4.1018, 2.0507
Si, 4.1018, 6.8362, 2.0507
Si, 9.5708, 6.8362, 2.0507
Si, 1.3673, 9.5708, 2.0507
Si, 6.8362, 9.5708, 2.0507
Si, 0, 0, 3.418
Si, 5.469, 0, 3.418
Si, 2.7345, 2.7345, 3.418
Si, 8.2035, 2.7345, 3.418
Si, 0, 5.469, 3.418
Si, 5.469, 5.469, 3.418
Si, 2.7345, 8.2035, 3.418
Si, 8.2035, 8.2035, 3.418
Si, 1.3949, 1.3405, 4.8897
Si, 6.7814, 1.4088, 4.8003
Si, 4.1024, 4.088, 4.7412
Si, 9.509, 4.1722, 4.7403
Si, 1.3141, 6.9038, 4.779
Si, 6.7678, 6.9074, 4.7144
Si, 4.0206, 9.6383, 4.8872
Si, 9.5357, 9.6087, 4.7529
Si, 2.7157, 0.0063, 6.5244
Si, 8.1178, -0.0008, 6.1162
Si, -0.2078, 2.7219, 6.104
Si, 5.3995, 2.7556, 6.2057
Si, 2.7494, 5.5446, 6.0505
Si, 8.152, 5.586, 6.0324
Si, -0.057, 8.273, 6.1564
Si, 5.3791, 8.1839, 6.1431
Si, 3.8597, 1.7993, 7.7808
Si, 9.594, 1.1879, 7.502
Si, 1.6109, 3.7927, 6.9933
Si, 6.5985, 4.4398, 7.3046
Si, 4.306, 6.5725, 7.5084
Si, 9.2679, 7.1285, 7.4207
Si, 0.8512, 9.8352, 7.6804
Si, 6.9898, 9.319, 7.3833
O, 5.461, 5.4734, 7.9351
O, -0.0843, 0.2343, 7.8927
O, 2.564, 2.8701, 7.9231
O, 8.1574, 8.2584, 7.8564
O, 2.2519, 8.5355, 23.9412
O, 8.1002, 5.4864, 22.9228
O, 6.934, 9.52, 24.9495
O, 1.3747, 4.0471, 25.0835
O, 6.3232, 9.9525, 8.7338
O, -0.7691, 3.9909, 9.0558
O, 0.6525, 9.137, 9.1603
O, 7.5062, 3.8706, 8.5305
O, 9.8061, 6.5623, 8.8668
O, 4.4512, 1.79, 9.326
O, 3.566, 7.1241, 8.8707
O, 8.9384, 1.7205, 8.9483
O, 5.2263, 0.4914, 24.2619
O, 7.9832, 3.2495, 24.3605
O, 11.6876, 6.6408, 19.8366
O, 5.8637, 4.8509, 24.1908
O, 8.8095, 7.7985, 24.0001
O, 3.2765, 2.3578, 24.2768
O, 4.1115, 6.79, 24.8873
O, 11.3842, -0.4557, 24.0705
Si, 11.6555, 8.9523, 10.7883
Si, 6.9277, 15.2138, 11.6281
Si, 8.1795, 11.3568, 15.1242
Si, 2.044, 13.1038, 19.3677
Si, 4.6095, 13.4884, 10.7959
Si, 1.6819, -2.3964, 17.6439
Si, 4.9507, 1.4325, 18.8368
Si, 0.7931, -0.6414, 20.1378
Si, -0.8904, 7.6808, 13.0537
Si, -3.2558, -1.9437, 16.6298
Si, 9.1166, 2.4726, 16.7202
Si, 8.7134, 3.2856, 9.4244
Si, 6.4909, 9.8226, 10.3607
Si, 10.6882, 5.4483, 9.6385
Si, 1.6285, 8.9951, 14.556
Si, 3.9854, 12.0867, 23.4506
Si, 5.3317, 3.0178, 21.4136
Si, -3.8918, 7.4411, 12.1472
Si, -1.9658, -1.8789, 19.2286
Si, 11.381, 5.6547, 21.0982
Si, 6.3001, 2.2929, 16.0657
Si, 16.3787, 4.3501, 14.217
Si, -0.121, 4.8673, 12.7078
Si, 10.273, 2.2136, 13.9959
Si, 1.683, 9.888, 23.1673
Si, 2.9948, 4.5387, 12.1911
Si, 5.8652, 6.8795, 16.0698
Si, -4.8983, 9.4881, 19.0521
Si, 10.5822, 6.7485, 18.6345
Si, 4.2539, 6.99, 18.662
Si, -0.3039, 3.8587, 18.8202
Si, 4.4674, 0.0578, 12.1774
Si, 12.3863, 11.2728, 12.6943
Si, 2.5604, 6.6972, 10.0934
Si, 7.1613, 4.2494, 23.3933
Si, 9.3751, 6.3781, 23.3797
Si, 4.5657, -2.3993, 13.9092
Si, 3.1781, 4.7776, 20.8149
O, 8.9485, -1.6504, 17.6063
O, -4.5835, 9.5416, 17.4389
O, 11.5877, 1.6819, 13.1492
O, 10.3839, 6.1635, 13.5652
O, 3.7205, 5.8077, 19.6593
O, 12.2764, 5.793, 9.3832
O, 7.5519, 10.9213, 10.9225
O, -3.5364, -3.5265, 16.3224
O, 5.6574, 3.8013, 10.6996
O, 14.9797, 4.6103, 13.4253
O, -1.2901, 1.3299, 25.0369
O, 5.0062, 8.1292, 15.4239
O, 8.8248, 11.804, 16.5783
O, 2.9253, 8.2087, 13.8512
O, 4.981, 10.0362, 10.9577
O, 1.9372, 5.3831, 21.7166
O, 13.0127, 8.0307, 10.8971
O, 1.2056, -1.2776, 21.6126
O, 1.061, 3.0488, 18.3968
O, 5.4989, 2.6082, 19.844
O, 2.9587, 7.6061, 17.9238
O, 1.8418, -1.7885, 16.1535
O, 0.6676, 10.3926, 11.5471
O, 2.8955, 0.015, 23.1135
O, 3.1769, 3.1875, 11.278
O, 0.3069, 7.6771, 17.4972
O, -0.6247, 13.6595, 15.5837
O, -2.5424, 7.8071, 13.0449
O, 7.1383, 5.8921, 11.6046
O, 5.0951, 8.1895, 19.4238
O, 5.2013, 6.365, 17.4732
O, 5.61, 7.7117, 12.923
O, 10.4032, 5.3161, 11.201
O, -0.5417, 6.4651, 22.1118
O, -1.7806, 0.9966, 13.9292
O, -0.5845, 5.2593, 18.0119
O, 7.9815, 9.7447, 15.1994
O, 6.6253, 3.8704, 13.1798
O, 4.4939, 4.4023, 21.6859
O, 8.2299, 3.4823, 10.9675
O, 7.4847, 9.371, 19.8468
O, 10.468, 8.0781, 11.4968
O, 7.6715, 14.1224, 16.3458
O, 1.6884, 10.5437, 14.1043
O, 0.1203, 8.5099, 14.0705
O, 9.9422, 3.588, 13.1773
O, 14.2514, 5.7963, 11.1973
O, -3.9236, 8.3409, 10.7861
O, -0.2597, 4.2831, 20.4324
O, 6.7007, 12.0378, 15.0141
O, 13.8466, 11.4361, 12.0031
O, 16.1102, 3.2059, 15.3373
O, 6.7672, 3.3486, 22.0994
O, 5.1948, 12.4513, 11.9298
O, 5.2921, 10.884, 19.4385
O, 3.3291, 1.5252, 18.5976
O, 9.4653, 2.8587, 18.2646
O, 1.1782, 11.9035, 20.1063
O, 1.5797, 9.628, 18.8638
O, 10.243, 5.6537, 24.5276
O, 5.9357, 5.6839, 14.9839
O, 4.5948, 1.7321, 22.0808
O, 2.6334, 14.2376, 20.3726
O, -0.8163, 20.9284, 19.9349
O, 4.7297, -0.7856, 13.5596
O, 5.6925, 1.6627, 17.4202
O, 1.4825, 4.591, 12.781
O, 9.2713, 7.4396, 19.334
H, 8.0423, 11.4757, 10.2903

Results
free energy: -56411.101 eV
free energy less fixed offsets of H -15.86, O -447.96, Si -113.29 eV per atom: -2.061 eV
gap between the highest filled and lowest empty level on this k mesh: 0.787 eV

The program warned: the cutoff lies below the one the program advises for these potential files; the forces do not sum to zero within the program's tolerance; the exchange-correlation potential is rough where the density is thin.
